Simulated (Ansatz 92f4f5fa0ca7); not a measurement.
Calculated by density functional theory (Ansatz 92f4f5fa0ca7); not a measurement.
Periodic cell of 213 atoms, Si131O78As1H3, from a study of silicon, its oxide and their interface. The atomic structure is a simulated model.
Doubt: the cutoff is far below the 930 eV that the study's wrapper takes by default for these files, so forces and energies are approximate.
This geometry differs little from another in the collection (a relaxation step or a small displacement).

Settings
functional: PBE
potential files: Ansatz PAW
basis: plane waves
wave-function cutoff: 580 eV
density cutoff ratio: 5
exchange-correlation grid ratio: 1
k mesh: 1 x 1 x 1, Gamma-centred
self-consistency stop: 5e-08 eV per atom in the density residual
occupations: fixed
spin: none
net charge: 0

Cell vectors (angstrom)
a 10.938 0 0
b 0 10.938 0
c 0 0 31.3387

Atoms and the computed forces on them: element, x, y, z (angstrom), force x, y, z (eV/angstrom)
Si 10.344 0.5143 23.9923 -0.0094 0.0047 0.0076
Si 5.7167 10.6294 23.9294 0.0027 -0.0081 -0.0158
Si 2.1935 3.0433 23.917 0.0057 0.0126 0.0003
Si 8.6447 2.2247 24.0075 0.0138 -0.0148 -0.0009
Si 0.3351 4.8868 23.8805 0.0059 -0.012 -0.0056
Si 4.8805 5.9252 24.041 0.0026 -0.0096 0.005
Si 3.1973 7.6506 23.8785 0.0037 -0.0083 -0.0112
Si 7.5035 8.7902 23.8359 0.0061 0.0047 0.0022
Si 1.1816 1.4154 25.2737 -0.0063 0.0001 -0.0179
Si 6.8376 1.3098 25.2243 0.0075 0 0.0028
Si 3.9292 4.1049 25.194 -0.0036 0.0117 -0.0145
Si 9.5947 3.9858 25.265 0.0041 0.0022 -0.0133
Si 1.3361 6.7328 25.0504 0.0063 -0.0045 -0.0013
Si 6.7101 6.9334 25.1418 -0.0181 0.0081 -0.0141
Si 4.0533 9.4938 25.1507 -0.0023 -0.0003 0.0005
Si 9.3624 9.6274 25.1183 -0.0005 0.0078 -0.0057
Si 2.6584 -0.0225 26.4494 0.0157 0.0241 0.0551
Si 8.1294 -0.028 26.6775 0.0368 0.0236 -0.1347
Si -0.0626 2.7248 26.7648 0.0013 -0.012 -0.1579
Si 5.4114 2.7361 26.4641 -0.0158 0.0037 0.0507
Si 2.6288 5.4675 26.6211 0.0087 -0.0073 -0.0948
Si 8.1566 5.49 26.4167 -0.0089 0.0099 0.0686
Si -0.0814 8.1851 26.3486 -0.0091 0.0101 0.0682
Si 5.3944 8.2084 26.6386 0.0308 0.0085 -0.0999
Si 4.0601 1.3459 27.8559 -0.002 -0.0112 -0.0479
Si 9.5126 1.3289 28.0165 -0.0506 -0.0276 0.1558
Si 1.3298 4.1038 28.0117 0.0225 0.067 0.1934
Si 6.7931 4.1214 27.8421 -0.005 0.0148 -0.0497
Si 4.0437 6.8192 27.9486 -0.0423 -0.0022 0.1236
Si 9.5373 6.8374 27.8275 0.0075 0.0067 -0.0547
Si 1.2984 9.5374 27.821 -0.0235 -0.0238 -0.0477
Si 6.7823 9.5427 27.9866 -0.0512 -0.0204 0.1648
Si 0.0041 -0.0286 29.2922 -0.0043 -0.0015 -0.0175
Si 5.4373 0.0185 29.2918 0.0043 -0.013 -0.0081
Si 2.7433 2.7227 29.2947 -0.0013 -0.0017 -0.0404
Si 8.1575 2.7669 29.2855 0.0114 -0.0126 0.0129
Si -0.043 5.5092 29.2917 0.0118 -0.0267 -0.0089
Si 5.4567 5.471 29.28 0.0102 -0.0162 -0.017
Si 2.6922 8.2235 29.2701 0.0091 -0.0129 0.0102
Si 8.2088 8.1876 29.2836 -0.0039 -0.006 -0.0324
Si 1.3673 1.3673 30.6549 0.0438 -0.1378 -0.0791
Si 6.8362 1.3673 30.6549 -0.2358 0.1773 0.0493
Si 4.1018 4.1018 30.6549 0.1473 -0.0464 -0.0355
Si 9.5708 4.1018 30.6549 -0.2042 0.1591 0.0095
Si 1.3673 6.8362 30.6549 -0.1786 0.1736 0.0497
Si 6.8362 6.8362 30.6549 0.0441 -0.0829 -0.1065
Si 4.1018 9.5708 30.6549 -0.251 0.0906 -0.0257
Si 9.5708 9.5708 30.6549 0.0344 -0.1664 -0.0106
Si 2.7345 0 0.6835 0.0116 0.1322 0.0676
Si 8.2035 0 0.6835 0.289 -0.0915 -0.0057
Si 0 2.7345 0.6835 0.2034 -0.1569 -0.0697
Si 5.469 2.7345 0.6835 -0.0788 0.0685 0.0327
Si 2.7345 5.469 0.6835 0.1694 -0.1734 0.0274
Si 8.2035 5.469 0.6835 -0.146 0.0719 0.0511
Si 0 8.2035 0.6835 -0.0602 0.1712 0.0366
Si 5.469 8.2035 0.6835 0.2324 -0.1867 -0.0236
Si 4.0967 1.3904 2.0602 0.0087 0.0034 0.0134
Si 9.6219 1.342 2.0564 -0.0154 0.0165 0.0136
Si 1.4112 4.0588 2.0574 -0.0055 0.0173 0.0009
Si 6.8379 4.0996 2.0476 -0.0104 0.0132 0.0333
Si 4.1422 6.8071 2.0537 0.0009 0.0143 0.0081
Si 9.5677 6.8515 2.0409 0.0058 -0.0037 0.026
Si 1.3703 9.587 2.0478 -0.0124 0.0048 0.0383
Si 6.8701 9.5525 2.0493 -0.0119 -0.0096 0.0024
Si 0.0936 0.0427 3.506 0.0497 0.0186 0.03
Si 5.5253 0.0352 3.3526 0.0972 0.1138 -0.2153
Si 2.7725 2.7307 3.5363 0.0103 -0.0011 0.0771
Si 8.2616 2.7516 3.3552 0.0422 -0.0037 -0.1702
Si 0.0422 5.4779 3.3294 -0.0645 -0.0574 -0.224
Si 5.4842 5.4311 3.4897 -0.0246 -0.0226 0.0506
Si 2.7895 8.2312 3.3477 0.0564 0.0339 -0.1063
Si 8.2525 8.222 3.4787 0.0117 0.0085 0.0751
Si 1.469 1.3748 5.0238 -0.0153 -0.0175 -0.0606
Si 6.9281 1.3757 4.6797 -0.0095 -0.0004 0.1111
Si 4.1291 4.0823 4.9765 0.0297 0.0042 -0.0944
Si 9.652 4.1133 4.6697 -0.0279 -0.0196 0.1181
Si 1.4495 6.8008 4.6219 0.1461 0.0138 0.1542
Si 6.8674 6.8161 4.8302 0.0247 -0.0373 -0.0695
Si 4.1593 9.6438 4.6635 -0.1158 -0.1832 0.1721
Si 9.6894 9.598 4.8611 -0.0254 -0.0175 -0.0538
Si 2.9551 -0.0848 6.3139 -0.0165 0.0162 0.0315
Si 8.3079 0.0979 6.1335 -0.0189 -0.0067 0.0176
Si 0.0212 2.8758 6.2231 0.0116 0.0283 0.0107
Si 5.6089 2.6252 6.2019 -0.0116 -0.037 0.0261
Si 2.6759 5.5438 6.2246 -0.0544 0.0361 0.0103
Si 8.3173 5.435 6.1003 0.0296 0.0247 0.0261
Si 0.2367 8.1743 6.0433 -0.0248 0.0352 0.0862
Si 5.4371 8.2383 6.0399 -0.0258 0.0817 0.0176
Si 4.968 0.7031 7.5128 0.0175 0.0008 -0.007
Si 9.1424 1.9659 7.4043 0.0025 -0.0055 0.0028
Si 0.8521 4.7068 7.5465 0.0072 0.0222 -0.0178
Si 7.3963 3.6505 7.3631 -0.0083 0.0223 0.0034
Si 3.6198 7.4157 7.3292 0.0085 -0.0145 0.0654
Si 10.0585 6.5285 7.2942 -0.0422 -0.0328 0.0278
As 1.852 9.1224 7.6272 0.0289 -0.0413 -0.075
Si 6.6284 9.8458 7.2401 -0.0069 -0.0098 -0.0091
H 4.0283 7.0802 8.7371 -0.0239 0.0228 -0.0789
O 7.0284 4.0234 8.9511 -0.0014 -0.008 -0.0064
O 9.5992 1.8096 9.0054 0.001 -0.0018 -0.0055
O 5.0753 1.068 9.1438 -0.0055 0.001 0.0065
O 7.3044 9.1336 8.5978 -0.0074 0.0056 -0.0057
O 9.431 7.347 8.6165 0.0179 0.001 -0.0243
O 1.2641 4.2469 9.1029 0.0036 -0.005 0.0072
H 8.2834 2.6374 22.6121 -0.0043 0.0038 0
H 10.7671 0.1941 22.589 0 -0.0013 -0.002
O 10.3303 5.3574 22.5673 -0.0027 0.0003 0.0085
O 2.7757 2.1421 22.611 -0.0002 -0.0043 0.002
O 2.9775 7.8592 22.2313 -0.002 0.0019 0.0028
O 5.2183 5.5306 22.466 0.0013 0.0007 -0.007
O 4.9768 0.4451 22.6144 0.0035 -0.0015 0.0098
O 7.933 8.2496 22.3286 0.001 -0.0026 -0.0029
Si 4.5225 8.2055 14.4853 -0.0002 -0.0029 0.0028
Si 4.1484 1.638 21.8526 -0.0038 0.0033 0.0033
Si 3.9517 1.4297 15.3212 -0.0007 -0.0001 -0.0014
Si 5.8761 1.2211 10.555 0.0074 -0.0017 -0.0027
Si 8.045 7.8723 9.3147 0.0088 -0.0117 -0.0179
Si 7.2965 1.5299 14.6683 -0.0003 -0.0017 -0.002
Si 5.8224 7.8305 19.0678 0.0014 -0.0009 0.0017
Si 8.5689 10.5812 18.8769 0.0009 -0.0015 0.0011
Si 5.0154 4.5119 21.2283 -0.003 0.0018 0.0065
Si 10.5696 2.8502 12.6652 0.0029 0.003 -0.0028
Si 1.131 5.0214 16.9621 -0.0009 0.0008 -0.0007
Si 3.2327 8.2912 20.6832 0.0003 0.0003 -0.0003
Si 4.6076 9.8798 17.1185 -0.001 -0.0005 0.0002
Si 9.3287 4.5002 18.4611 -0.0006 0.0014 0.0007
Si 8.4148 8.2246 20.7834 -0.0029 -0.0003 0.0051
Si 6.4922 4.9842 18.6813 -0.0002 0.0017 0.0024
Si 1.0071 2.2676 15.5122 -0.0009 0.0014 -0.0024
Si 2.8472 0.059 19.5282 -0.0013 -0.0003 0.0016
Si 4.6178 3.994 11.5376 -0.0002 -0.0004 -0.0036
Si 0.3947 9.3392 15.8687 0.0009 -0.0007 0.0002
Si 9.1508 1.0783 10.3871 -0.012 0.0005 0.0055
Si 9.2347 10.4859 14.2145 -0.0004 -0.002 -0.0021
Si 6.8051 5.1745 10.0828 0.0051 0.0103 0.003
Si 7.4486 2.2464 17.8125 0 -0.0004 -0.0007
Si 8.7804 5.2313 12.5611 0.0006 0.0001 -0.0066
Si 0.4042 0.5586 17.9062 0.0002 0.0007 0.0007
Si 2.3781 5.6242 19.7245 -0.0001 -0.0012 0.0006
Si 5.0711 10.8892 13.1517 0.0029 0.0018 0.0003
Si 10.4159 5.7413 20.9873 0.0004 0.0014 -0.0012
Si 1.6141 4.4756 10.6804 -0.0022 -0.0002 -0.0095
Si 9.6732 9.2523 11.3287 -0.0091 -0.0034 -0.0002
Si 6.9949 6.4699 14.8985 0.0017 0.0002 -0.0019
Si 1.8636 7.1319 14.722 -0.0015 -0.0016 -0.0009
Si 8.6116 8.5723 16.3585 0.0019 0.0004 -0.0015
Si 0.4046 6.8638 11.9507 -0.0027 -0.009 0.0035
Si 5.5322 3.8541 14.484 -0.0009 0.0009 -0.003
O 9.8241 1.7539 11.7103 0.0022 0.0012 -0.0001
O 3.0894 3.8991 11.0288 0.0062 -0.0013 0.0005
O 4.2466 8.7653 15.9937 0.0006 0.0018 0.0007
O 0.1456 8.4154 11.4761 0.0064 0.0036 -0.0031
O 9.9941 0.3965 18.7691 -0.0003 0 -0.0001
O 0.8792 6.7229 13.5028 0.0008 0.0019 0.0011
O 0.644 3.6354 11.6685 -0.0038 -0.0031 0.0039
O 8.6135 9.7944 20.317 -0.0013 0.0003 -0.0019
O 9.7057 4.6033 20.0479 -0.0008 -0.0006 0.0008
O 3.5246 10.2743 18.2438 0.0004 -0.0002 -0.0014
O 3.411 7.036 14.2194 0.0006 0.0015 -0.0001
O 8.4393 8.3182 10.826 0.0072 0.0018 0.0013
O 3.6013 4.8152 20.4465 -0.0012 0.0005 -0.0011
O 4.7758 0.3718 16.2931 -0.0002 -0.0001 0.001
O 9.7408 7.2287 20.6979 0.0012 -0.0005 -0.0021
O 7.5067 1.0866 10.4533 0.0022 0.0015 0
O 4.8286 8.2826 20.301 -0.0009 -0.0005 0.0009
O 3.9891 1.0352 13.7248 -0.0013 -0.0002 -0.0009
O 5.0951 2.9601 21.7215 -0.0007 0.0002 -0.0009
O 4.4618 9.4075 13.3993 -0.0012 -0.0004 -0.0025
O 2.1218 4.9465 18.2619 -0.0027 -0.0007 -0.0006
O 8.0006 5.4153 18.2405 -0.0008 -0.0001 -0.0004
O 5.2825 5.1934 10.6558 -0.0009 -0.0008 -0.0061
O 6.8103 2.9383 14.0112 0.0004 -0.0008 -0.0002
O 0.0892 1.6474 16.7211 -0.0004 0.0001 -0.0004
O 1.6519 8.698 15.1033 -0.0011 0.0011 0.001
O 7.2979 1.6967 16.2856 -0.0004 0 0.0003
O 5.9827 7.5547 14.2637 -0.0005 0.0008 -0.0007
O 9.4656 3.9132 13.2265 -0.0001 -0.0001 0.0004
O 5.3387 0.0487 11.5591 -0.0039 0.0009 0.0013
O 1.4804 6.0902 10.9929 0.0002 0.0062 0.0008
O 2.6447 7.2281 19.5836 -0.0017 -0.0003 0.0011
O 6.4127 0.3027 14.0278 -0.0003 0.0001 -0.0002
O 7.7632 4.8356 11.3584 0.0003 -0.0012 0.0002
O 9.7968 10.5073 10.2964 0.0077 0.0003 -0.0017
O 4.7206 4.3176 13.1435 0.0002 0.0009 0.0023
O 1.0628 5.5901 20.6688 -0.0004 0.0009 -0.0007
O 6.1235 5.1376 15.3271 -0.0002 -0.0004 0.0001
O 1.3334 3.8024 15.9188 -0.0003 0.0003 0.001
O 5.5506 6.3327 18.3566 -0.0008 -0.0008 -0.0012
O 2.382 1.4092 15.6872 0.0001 -0.0004 0.0007
O 7.4332 0.8532 18.734 -0.0012 0.001 -0.0005
O 7.007 6.627 9.3881 0.0006 -0.0017 0.0052
O 6.3101 4.7628 20.2828 0.001 -0.0011 -0.0021
O 8.2293 9.6114 15.16 0.0006 -0.0001 0.0001
O 5.4518 2.6343 11.2334 -0.0012 0.0022 -0.0003
O 7.2732 7.6495 19.7788 -0.0038 -0.0003 -0.0007
O 10.5261 5.0563 17.5063 -0.0005 -0.0004 0.0006
O 8.8035 1.1202 14.2223 -0.0006 0.0007 0.0006
O 6.2972 3.4263 18.0729 -0.0007 -0.0009 -0.001
O 4.5821 2.942 15.4657 -0.0006 -0.0002 0.0009
O -0.2026 10.4434 14.8297 -0.0004 -0.0008 0.0006
O 1.5796 0.9348 18.9776 -0.0012 -0.0003 0.0007
O 8.0815 6.0654 13.7646 -0.0012 0.002 0.0014
O 3.793 1.0988 20.3486 -0.0021 -0.0018 -0.0006
O 8.4392 9.3996 17.7473 -0.0002 0.001 -0.0005
O 8.8994 2.9728 18.0754 -0.0005 -0.0009 0.0006
O 2.4868 9.7428 20.5226 -0.0005 0.0014 -0.0007
O 1.535 6.3176 16.0805 -0.0003 -0.0011 0.0011
O 9.9097 6.1283 11.8347 0.0005 0.0003 0.002
O 7.7346 7.208 16.1677 -0.0003 0.0004 0.0002
O 5.7788 9.0706 17.9704 -0.0018 0.0018 -0.0012
O 0.8331 10.0648 17.2442 -0.0007 0.0003 -0.0001
O 10.2007 8.1943 16.194 -0.0004 -0.0001 -0.0005
O 0.4353 2.2489 13.9734 0.0011 -0.0011 0.0022
O 9.1982 9.8331 12.755 0.0015 0.0021 0.0031

Results
free energy: -132542.243 eV
free energy less fixed offsets of As -4856.12, H -15.97, O -568.88, Si -635.61 eV per atom: -0.663 eV

The program warned: the cutoff lies below the one the program advises for these potential files; the exchange-correlation potential is rough where the density is thin.
